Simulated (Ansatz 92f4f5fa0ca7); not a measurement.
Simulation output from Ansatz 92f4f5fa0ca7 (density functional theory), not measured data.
Periodic cell of 224 atoms, Si133O88H3, from a study of silicon, its oxide and their interface. The atomic structure is a simulated model.
Doubt: the cutoff is far below the 930 eV that the study's wrapper takes by default for these files, so forces and energies are approximate.

Settings
functional: PBE
potential files: Ansatz PAW
basis: plane waves
wave-function cutoff: 580 eV
density cutoff ratio: 5
exchange-correlation grid ratio: 1
k mesh: 1 x 1 x 1, Gamma-centred
self-consistency stop: 5e-08 eV per atom in the density residual
occupations: fixed
spin: none
net charge: -1 e, with a uniform compensating background and no finite-size correction

Cell vectors (angstrom)
a 10.938 0 0
b 0 10.938 0
c 0 0 31.948

Atoms and the computed forces on them: element, x, y, z (angstrom), force x, y, z (eV/angstrom)
Si 0.2937 10.5543 24.4047 0.0179 -0.0005 0.2481
Si 5.2253 0.1578 24.534 -0.0434 0.008 0.2266
Si 2.9764 2.3558 24.5314 0.0113 -0.0089 0.22
Si 7.9337 2.9343 24.5013 0.0307 -0.018 0.0982
Si 10.6275 5.433 24.4496 0.0004 0.0573 0.178
Si 5.7649 5.2137 24.4463 0.0085 -0.0184 0.2099
Si 2.5864 8.3665 24.5398 -0.0289 0.0002 0.1903
Si 8.5267 7.7913 24.4259 -0.0292 -0.0016 0.1071
Si 1.3619 1.2383 25.807 0.0156 -0.024 0.0065
Si 6.8229 1.3247 25.8048 -0.0088 0.0036 -0.0127
Si 4.1394 4.0351 25.733 0.001 0.0026 -0.0415
Si 9.4806 4.0292 25.9067 -0.0116 0.0124 0.0246
Si 1.3648 6.684 25.6735 0.0027 -0.0163 -0.0236
Si 6.9002 6.7634 25.8082 0.0203 -0.0025 -0.0023
Si 4.0899 9.542 25.8991 0.0061 0.0202 0.0141
Si 9.611 9.4505 25.721 0.0099 0.0006 -0.0354
Si 2.7238 -0.0431 27.2596 -0.0154 0.0122 0.0894
Si 8.2445 -0.07 27.0908 -0.0014 -0.0089 -0.046
Si 0.0092 2.662 27.1461 -0.0256 -0.0382 -0.0324
Si 5.4761 2.7029 27.1891 -0.0374 -0.0155 0.0625
Si 2.7595 5.4037 27.0914 -0.0189 -0.0227 -0.0434
Si 8.1922 5.4373 27.2721 0.0047 0.0226 0.0989
Si 0.047 8.1089 27.1193 -0.0458 -0.0274 0.0174
Si 5.5163 8.154 27.1522 0.012 0.0097 -0.0265
Si 4.0967 1.3689 28.5725 -0.0045 -0.0913 -0.1139
Si 9.5765 1.3029 28.5045 -0.021 0.0984 0.0432
Si 1.3808 4.0663 28.488 -0.0476 0.037 0.0907
Si 6.8113 4.0662 28.5927 0.0944 0.007 -0.1247
Si 4.1081 6.7903 28.4874 -0.0225 0.0661 0.0746
Si 9.6025 6.8279 28.555 -0.0816 -0.075 -0.0782
Si 1.3538 9.4873 28.5542 0.0474 0.1395 -0.0745
Si 6.8709 9.5477 28.5041 -0.0913 0.0108 0.074
Si 0.0027 -0.0326 29.8963 0.0885 -0.0396 -0.0324
Si 5.4855 -0.0134 29.8868 0.0437 -0.0293 0.0012
Si 2.7294 2.7388 29.9071 -0.0057 0.02 -0.0175
Si 8.2169 2.7033 29.8945 0.0217 -0.0144 -0.012
Si 0.0217 5.4482 29.8884 0.0621 -0.05 -0.0018
Si 5.4556 5.4605 29.9097 0.0416 0.0032 -0.0227
Si 2.7541 8.1698 29.8935 0.0384 -0.0389 -0.0009
Si 8.2212 8.1991 29.9006 0.0067 -0.0298 -0.0273
Si 1.3673 1.3673 31.2643 -0.0628 -0.1006 -0.0027
Si 6.8362 1.3673 31.2643 0.054 -0.1031 0.0204
Si 4.1018 4.1018 31.2643 -0.1261 -0.003 0.1896
Si 9.5708 4.1018 31.2643 0.0727 -0.1074 -0.1092
Si 1.3673 6.8362 31.2643 0.0892 -0.1991 -0.0054
Si 6.8362 6.8362 31.2643 0.0163 0.0054 -0.0159
Si 4.1018 9.5708 31.2643 0.1087 -0.0742 -0.1146
Si 9.5708 9.5708 31.2643 -0.0325 0.0145 0.1969
Si 2.7345 0 0.6835 0.095 0.1183 0.0318
Si 8.2035 0 0.6835 -0.1748 0.041 0.0426
Si 0 2.7345 0.6835 -0.0608 0.2423 -0.0289
Si 5.469 2.7345 0.6835 -0.0207 -0.0487 -0.1223
Si 2.7345 5.469 0.6835 -0.1101 0.1093 0.1489
Si 8.2035 5.469 0.6835 -0.0083 -0.0057 0.0623
Si 0 8.2035 0.6835 0.0245 -0.1199 -0.0987
Si 5.469 8.2035 0.6835 -0.0028 0.2434 0.0375
Si 4.1103 1.3851 2.0657 -0.0654 -0.0301 0.0344
Si 9.5447 1.4031 2.0347 -0.141 0.0585 -0.0871
Si 1.3482 4.1257 2.0631 -0.0328 0.026 -0.09
Si 6.8127 4.1065 2.0464 0.021 0.052 0.0837
Si 4.0985 6.865 2.0539 0.0007 -0.0707 -0.0477
Si 9.5655 6.8528 2.059 -0.0293 0.0226 0.0321
Si 1.3814 9.5548 2.0306 0.0376 -0.0003 -0.0361
Si 6.8144 9.5956 2.0701 0.0009 0.0429 -0.0712
Si -0.0113 0.0098 3.2931 0.0461 0.0461 0.2852
Si 5.4635 0.0441 3.4924 0.1409 -0.0898 -0.117
Si 2.7439 2.7851 3.4039 -0.1312 0.0717 0.0758
Si 8.149 2.747 3.4383 0.1242 -0.0111 -0.0394
Si -0.0191 5.5066 3.4643 0.0986 -0.1894 -0.0821
Si 5.4667 5.5075 3.4064 -0.0089 0.0097 0.0554
Si 2.7668 8.2527 3.4479 -0.0481 -0.0701 -0.0327
Si 8.1884 8.2331 3.4133 -0.0945 0.0917 0.0359
Si 1.365 1.3371 4.6621 0.0483 -0.0329 -0.1194
Si 6.8006 1.4393 4.8886 -0.2941 0.1169 0.1415
Si 4.0423 4.2394 4.7939 -0.0306 -0.2999 -0.0602
Si 9.506 4.1162 4.7949 -0.094 0.301 0.0682
Si 1.3629 6.9232 4.798 -0.0009 0.0069 0.0748
Si 6.8409 6.8447 4.7944 0.3191 0.0558 -0.0701
Si 4.1143 9.6085 4.8686 0.0632 0.0586 0.1074
Si 9.5253 9.6995 4.7094 0.0359 -0.037 -0.0533
Si 2.7323 0.1094 6.1644 -0.1185 0.0512 0.0763
Si 8.2051 0.0634 6.2268 0.0471 -0.0585 -0.0512
Si -0.0372 2.6668 5.9792 0.0032 -0.0895 -0.0913
Si 5.4639 2.975 6.1967 -0.1439 -0.4647 -0.2314
Si 2.695 5.5961 6.2397 -0.0391 0.1877 -0.1229
Si 8.1586 5.4792 6.2362 0.4082 0.1943 -0.0393
Si -0.0107 8.3781 6.0374 -0.0159 0.1062 0.0623
Si 5.5412 8.2228 6.1964 -0.1433 0.0232 -0.1161
Si 3.7613 1.8519 7.4399 0.0981 -0.0819 -0.4534
Si 9.8269 1.2184 7.5167 -0.0187 0.0214 -0.0768
Si 1.4079 3.9076 7.2647 0.0583 -0.0322 -0.1008
Si 6.6045 4.4042 7.6334 0.2567 -0.1543 0.5566
Si 4.3411 6.7334 7.5723 0.5471 -0.6532 0.1417
Si 9.4956 7.1658 7.4217 -0.0201 -0.1022 -0.383
Si 1.1148 9.9059 7.4711 -0.0157 -0.0066 -0.2886
Si 7.1843 9.3029 7.5167 0.0317 -0.0448 -0.0818
O 9.6186 6.6314 23.9018 0.0126 -0.0138 -0.0936
O 4.1111 1.2674 24.0063 0.0211 -0.0196 -0.1125
O 8.3367 8.196 8.0248 -0.078 0.1054 0.1113
O 2.5757 2.9203 7.8815 -0.0396 -0.0032 0.1105
O 6.8476 4.0712 23.938 0.0038 -0.0076 -0.0949
O 1.4539 9.445 24.0158 0.0109 -0.0053 -0.0978
O 5.4427 5.5586 8.0828 -0.8307 0.9122 -0.1141
O -0.0091 0.071 8.0031 0.0063 0.0275 0.077
H 6.571 9.853 8.7591 0.0012 0.024 0.0187
O 10.6253 6.8057 8.6118 0.1557 -0.0563 0.247
O 1.726 9.2114 8.8374 0.1328 -0.0903 0.2558
O 4.24 1.2851 8.892 0.0051 -0.076 0.409
O 0.3389 4.262 8.4743 -0.0171 0.0361 0.1746
O 9.2493 1.9715 8.887 0.0592 -0.0424 0.238
O 3.7649 7.501 8.9304 -0.1189 0.1848 0.2984
H 7.9461 8.363 23.1789 0.0041 0.0012 -0.0284
H 8.5927 2.3456 23.2973 -0.005 -0.0072 -0.0244
O 5.2463 5.9804 23.0781 -0.0659 0.0938 -0.2321
O 2.2354 2.8615 23.1582 -0.0939 0.0516 -0.235
O 10.6766 0.1295 22.931 0.0061 0.0483 -0.3099
O 0.0403 4.4046 23.1887 0.0628 -0.1057 -0.2049
O 3.4255 7.9209 23.2012 0.1028 -0.053 -0.2226
O 5.9082 10.3978 23.203 0.029 -0.0645 -0.287
Si 9.5737 9.314 14.9877 -0.0001 -0.0276 -0.1392
Si 2.4508 4.9589 11.6004 -0.0669 0.0195 -0.2979
Si 0.854 0.6954 14.6987 0.0003 0.0284 -0.1994
Si 10.0443 9.9367 18.8687 0.0111 0.0466 0.1174
Si 6.8232 0.3848 11.6612 -0.0141 0.0645 -0.3275
Si 9.5736 7.1836 12.7163 -0.0142 -0.1271 -0.2362
Si 2.0406 9.2067 17.9579 0.0198 0.024 0.012
Si 2.9773 8.6866 9.7468 -0.0218 -0.0229 -0.4558
Si 4.1761 2.4949 16.8577 0.0282 0.0155 -0.0159
Si 4.4993 7.1651 22.2442 0.006 -0.0259 0.3337
Si 10.874 5.3467 16.7632 -0.0099 -0.0195 -0.0505
Si 2.617 6.3785 17.8777 0.0035 -0.0225 0.0591
Si 0.9703 2.5558 17.2621 -0.0165 -0.029 -0.0158
Si 5.74 6.603 16.9756 -0.0139 -0.0033 -0.0503
Si 8.599 4.7176 11.4897 0.0586 -0.0592 -0.4159
Si 10.9959 5.4855 9.5087 -0.1538 0.0046 -0.3827
Si 3.0951 0.1183 20.208 0.0008 -0.0209 0.1857
Si 1.6429 7.5666 12.4632 0.0441 -0.0465 -0.3205
Si 5.7174 9.895 21.6615 0.0168 -0.0364 0.3344
Si 1.3691 1.8864 11.7637 0.0311 0.0016 -0.347
Si 0.2557 0.5646 21.4378 -0.0338 0.031 0.3445
Si 2.6962 9.4408 14.8269 -0.0301 -0.0367 -0.1505
Si 8.938 3.3094 15.5592 -0.0256 -0.0202 -0.1107
Si 1.0241 3.4755 22.2641 -0.0001 -0.0028 0.3386
Si 9.3568 1.8514 10.5233 -0.0821 0.104 -0.4282
Si 5.5875 8.7792 15.0016 0.0406 -0.0015 -0.1561
Si 6.8104 8.2976 12.2896 -0.0076 -0.0059 -0.2533
Si 3.0446 5.0716 20.493 -0.0247 0.0328 0.213
Si 9.3985 1.6376 18.2418 -0.0107 -0.0114 0.0496
Si 7.9448 0.9057 14.4323 -0.0484 0.0115 -0.2051
Si 5.9529 4.2929 15.1263 -0.0101 0.055 -0.2044
Si 7.005 0.9182 19.7842 -0.0178 -0.045 0.1457
Si 5.5685 5.4797 12.1187 0.0623 -0.0659 -0.2738
Si 4.6596 2.7023 19.7659 -0.0148 0.0084 0.1259
Si 4.0358 0.6011 10.3479 0.021 0.066 -0.4655
Si 6.0444 0.2749 16.7841 0.0297 0.0057 -0.0162
Si 8.7296 7.6609 17.6039 0.0059 0.041 -0.006
O 0.1148 1.7635 18.4386 0.0033 0.0098 -0.0255
O 6.0199 9.6729 16.2889 -0.0033 0.0183 0.0408
O 1.4835 5.5351 10.3619 0.1471 -0.0165 0.2224
O 6.9568 4.8994 11.4104 -0.1268 0.0532 0.1311
O 3.3931 1.6781 19.8639 0.0148 0.0176 -0.0548
O 7.119 7.2264 17.6915 0.0081 -0.0013 0.0033
O 6.9517 1.0492 13.1547 0.0428 0.0193 0.2083
O 5.7079 7.1209 11.9554 0.0111 0.0521 0.0873
O 5.4221 1.0252 11.1116 0.0884 -0.0204 0.1629
O 10.2632 10.6729 20.3375 -0.0389 -0.0565 -0.157
O 8.99 8.7174 16.3827 -0.0168 -0.0234 0.0614
O 1.8857 3.4503 11.9116 0.0012 -0.0138 0.0967
O 0.5882 1.8531 15.8251 0.0039 0.0292 0.0648
O 8.9018 2.7124 17.1074 0.0053 0.0009 0.0238
O 8.8541 3.1117 11.4508 0.0102 -0.016 0.1532
O 4.9419 3.0634 18.1908 -0.0022 -0.0023 -0.0468
O 2.3679 11.0314 14.757 0.0107 -0.0077 0.0535
O 7.0733 1.0607 15.8025 -0.0287 -0.0073 0.0693
O 9.569 5.2508 10.278 -0.0376 -0.0146 0.2226
O 2.5875 2.6124 17.189 -0.0025 0.003 -0.0006
O 1.453 6.1042 16.6672 -0.0084 -0.0008 0.0028
O 2.154 7.7403 18.6381 -0.0037 -0.0041 -0.0226
O 5.9888 2.0305 20.414 -0.0017 0.0064 -0.0588
O 9.1738 8.5318 18.9447 -0.0083 -0.0218 -0.0344
O 3.6224 6.4931 21.0415 -0.0513 -0.0679 -0.1461
O 0.8117 1.3526 13.2087 -0.0298 -0.0637 0.2198
O 2.1599 6.0388 12.8118 -0.017 0.0463 0.1238
O 8.4201 1.7519 19.5708 0.0189 0.0065 -0.0551
O 1.8339 8.4915 13.8004 0.0348 0.0806 0.1512
O 2.6642 1.0684 11.1481 -0.1077 0.0459 0.1703
O 9.237 10.9835 17.8797 -0.0003 0.0017 -0.0254
O 6.9704 10.5417 20.789 0.0412 0.0625 -0.1256
O 9.1728 2.0044 14.5475 0.0104 0.0244 0.0704
O 11.0066 7.4693 11.991 -0.0201 0.0317 0.1143
O 6.7373 8.5837 13.8893 -0.0404 0.0198 0.1593
O 6.4718 0.3654 18.3422 -0.01 -0.0052 -0.0546
O 0.3874 4.0355 17.5981 0.0028 0.009 0.001
O 9.1865 5.5716 12.7912 0.0357 0.1021 0.158
O 8.5494 10.3496 14.2784 0.0196 -0.0131 0.0634
O 8.2638 0.6693 10.9055 -0.0754 -0.0642 0.1521
O 2.463 8.1627 11.1977 -0.0867 -0.0589 0.2731
O 4.2394 9.3421 14.3137 0.0013 0.0043 0.0554
O 6.5486 9.7129 11.5527 0.012 -0.0658 0.1166
O 5.603 8.2481 21.6609 0.0153 0.0363 -0.1114
O 9.7496 7.9177 14.1584 0.0073 0.0784 0.1269
O 8.3331 7.8537 11.8921 0.002 0.01 0.0812
O 2.5305 5.1719 18.9524 -0.0137 0.0217 -0.097
O 1.7694 0.0391 21.137 0.0612 -0.0146 -0.1114
O 1.7167 4.5332 21.249 0.071 0.0546 -0.1446
O 10.9702 1.6724 10.822 0.138 -0.0173 0.1734
O 10.017 4.5814 15.5176 0.019 0.0144 0.0418
O 4.2974 4.0321 20.6097 0.0249 -0.0371 -0.0745
O 5.5604 5.0154 13.7055 0.0037 -0.0485 0.2099
O 0.4987 9.6633 18.0811 0.0062 -0.0134 -0.0224
O 4.2622 6.5473 17.6934 0.0037 0.0012 -0.005
O 3.9742 9.9304 10.0862 0.0228 0.0102 0.1497
O 2.5241 9.0087 16.4018 -0.0058 -0.0044 0.0485
O 2.953 10.2689 18.7822 -0.0149 -0.0297 -0.0726
O 7.4748 3.7347 14.9556 0.0221 -0.011 0.0645
O 5.3371 7.3113 15.5809 -0.003 -0.0174 0.0601
O 10.9092 10.274 15.0518 -0.0025 0.0026 0.0414
O 4.3158 10.4232 21.0455 -0.0639 0.0371 -0.1168
O 4.5561 0.9224 16.6435 -0.0114 0.0005 0.0042
O 4.707 3.2788 15.5117 -0.0229 -0.0251 0.056
O 9.7656 6.3711 17.4329 0.0009 -0.004 0.0066
O 0.25 2.2325 21.4834 -0.0155 -0.0469 -0.1212
O 6.1641 5.1257 16.5091 0.002 0.0196 0.0464
O 4.122 4.9844 11.436 0.0128 0.0175 0.09

Results
free energy: -134636.127 eV
free energy less fixed offsets of H -15.97, O -568.88, Si -635.61 eV per atom: 9.353 eV

The program warned: the cutoff lies below the one the program advises for these potential files; the exchange-correlation potential is rough where the density is thin.
